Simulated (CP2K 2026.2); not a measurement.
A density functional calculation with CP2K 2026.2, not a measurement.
Periodic cell of 1152 atoms, Si864O288, from a study of silicon, its oxide and their interface. The atomic structure is a simulated model.
Doubt: the forces sum to 4.95 eV/angstrom along one axis rather than to zero, so they err by at least 0.0043 eV/angstrom per atom on average; the grid cutoff is modest.

Settings
functional: PBE
method: Gaussian and plane waves
basis set: DZVP-MOLOPT-SR-GTH
pseudopotentials: GTH-PBE
grid cutoff: 350 Ry, relative cutoff 50 Ry
k points: Gamma only
occupations: fixed
spin: none
net charge: 0

Cell vectors (angstrom)
a	32.64	0	0
b	0	16.32	0
c	-3.459	-2.7248	38.8325

Atoms and the computed forces on them: element, x, y, z (angstrom), force x, y, z (eV/angstrom)
Si	1.6323	14.6993	0.2449	-0.224	0.1773	0.7824
Si	4.1624	1.22	0.1184	-0.2018	0.1982	0.6953
Si	-2.8109	1.809	38.7433	0.2925	-0.0534	0.6498
Si	4.2428	6.6082	0.0114	-0.1245	0.0407	0.7012
Si	1.0076	9.7575	0.1552	0.2602	-0.0816	0.7429
Si	3.9195	12.5064	0.1681	0.1697	-0.2545	0.6953
Si	2.9929	12.6214	38.8086	0.3257	-0.3227	0.692
Si	6.2087	-1.5814	38.6457	-0.1001	0.2172	0.6325
Si	6.3611	4.3011	0.0468	0.1863	-0.04	0.6989
Si	9.1552	7.185	0.1168	0.0298	-0.2409	0.7306
Si	6.9703	9.4099	0.0715	-0.2016	0.1347	0.7741
Si	5.9332	9.5825	38.8109	0.1691	-0.0926	0.7192
Si	8.4846	12.5264	38.677	0.1024	-0.1617	0.7283
Si	11.1837	-0.9426	38.831	0.078	-0.1878	0.7072
Si	12.4155	3.9746	0.1309	-0.1189	0.0478	0.6875
Si	15.3279	6.5557	0.0335	-0.3681	0.3546	0.7025
Si	8.8576	6.4103	38.8205	-0.0266	0.1017	0.8217
Si	15.0497	11.9248	0.0516	-0.0674	0.1238	0.655
Si	14.4856	11.977	38.727	-0.3075	0.1526	0.6552
Si	20.4462	1.0881	0.2261	0.2041	0.0779	0.6753
Si	17.5516	4.285	0.1009	0.3317	-0.3164	0.6817
Si	20.8782	6.4439	0.0938	-0.414	0.3016	0.6164
Si	17.4526	9.9357	0.0489	0.0746	-0.2509	0.7452
Si	20.0819	12.3807	0.0673	0.3026	-0.0936	0.7028
Si	20.2149	11.7969	38.816	-0.3169	0.1387	0.7775
Si	26.0485	1.1242	0.1696	-0.1658	0.1507	0.7361
Si	23.127	4.1604	0.2105	0.1483	-0.354	0.6383
Si	25.6271	6.8225	0.111	0.3269	-0.0633	0.727
Si	19.989	6.3964	38.8002	-0.1565	0.3131	0.721
Si	25.9293	12.3517	0.0764	0.0656	-0.1818	0.6561
Si	28.3065	15.2656	0.1182	0.1845	-0.1234	0.7595
Si	30.9545	1.8232	0.1464	0.1856	-0.286	0.7479
Si	28.7094	4.0113	0.1885	-0.2559	0.135	0.7018
Si	31.2042	6.859	0.3427	-0.021	0.0233	0.4926
Si	25.527	6.3003	38.7085	-0.0601	0.1725	0.6527
Si	31.6126	12.1104	0.2898	-0.2762	-0.0168	0.7468
Si	2.6588	0.0666	1.4723	0.0017	-0.0015	-0.0901
Si	5.2926	2.7818	1.437	0.0178	-0.0166	-0.0478
Si	2.5346	5.4588	1.1657	0.0187	-0.0049	-0.0434
Si	5.4128	8.1671	1.3399	-0.0023	0.0062	-0.0578
Si	2.7364	10.848	1.3483	-0.0188	0.0238	-0.045
Si	5.4428	13.7297	1.4091	0.0319	0.0152	-0.0289
Si	8.1424	0.0406	1.2423	0.0151	-0.0028	-0.0018
Si	10.8039	2.7057	1.2476	-0.0351	-0.0293	-0.0404
Si	8.0325	5.4654	1.2672	0.016	-0.0228	-0.0582
Si	10.7536	8.2254	1.4481	0.0351	-0.0244	-0.0526
Si	8.0815	10.984	1.4102	0.0168	-0.041	-0.0621
Si	10.9513	13.5548	1.2213	-0.0278	0.0547	-0.0182
Si	13.5181	0.0792	1.2007	-0.0146	0.007	-0.0526
Si	16.3277	2.717	1.3449	0.0093	0.0083	-0.0416
Si	13.6451	5.523	1.3591	0.0159	0.0084	-0.0547
Si	16.4316	8.1921	1.2884	0.005	0.0039	-0.0338
Si	13.6264	10.6232	1.3528	-0.0427	0.0245	-0.0546
Si	16.2594	13.61	1.2037	0.0253	-0.015	-0.0216
Si	18.9828	16.1591	1.4541	-0.0277	-0.0606	-0.0264
Si	21.8661	2.5588	1.3882	-0.0114	-0.0081	-0.0178
Si	19.1845	5.3855	1.3606	0.0079	0.0045	-0.0173
Si	21.8088	8.1709	1.361	0.0137	0.0067	-0.0698
Si	18.9538	10.9643	1.5199	-0.0099	0.0002	-0.0416
Si	21.8674	13.4864	1.1663	0.0052	0.0311	-0.0194
Si	24.5597	16.1765	1.4385	-0.0114	-0.0217	-0.0479
Si	27.1662	2.7588	1.435	0.0096	-0.0192	-0.0499
Si	24.5595	5.3655	1.578	-0.0284	0.0223	-0.0356
Si	27.3043	8.0438	1.2632	-0.0243	-0.0093	-0.0462
Si	24.5977	10.7786	1.2312	-0.0067	0.0005	-0.0556
Si	27.2931	13.6209	1.4646	-0.015	0.0008	-0.0772
Si	29.9633	0.0495	1.3386	-0.0133	0.011	-0.0671
Si	32.5029	2.925	1.4836	0.0166	0.0112	-0.0724
Si	29.8708	5.4497	1.6097	-0.0031	-0.0015	-0.0524
Si	-0.0432	8.2362	1.575	-0.0024	0.007	-0.05
Si	29.9375	10.788	1.2782	-0.0264	-0.0339	-0.0629
Si	0.0786	13.6243	1.61	0.0107	0.0129	-0.0534
Si	1.2657	1.465	2.7304	0.0047	0.0041	0.0045
Si	3.873	4.1356	2.689	-0.0128	0.046	0.0185
Si	1.3743	6.8113	2.7435	0.0023	-0.0371	0.0164
Si	4.0687	9.5055	2.7187	-0.0051	0.0194	0.0066
Si	1.4438	12.2012	2.8437	0.0192	-0.0374	0.036
Si	4.0712	15.0436	2.8083	0.0025	-0.0187	0.0255
Si	6.8057	1.4239	2.6681	-0.0081	-0.0163	-0.0062
Si	9.4562	4.1065	2.5947	0.011	0.0032	-0.0048
Si	6.754	6.8151	2.7211	-0.0169	0.0098	0.0297
Si	9.4725	9.6442	2.7756	0.0003	0.0282	0.0345
Si	6.7405	12.319	2.7612	-0.0184	0.0033	0.0104
Si	9.5	14.921	2.591	0.0185	0.005	0.0064
Si	12.1766	1.377	2.6524	0.0078	0.0106	0.0191
Si	14.986	4.1161	2.7198	-0.0015	-0.0275	0.0374
Si	12.2129	6.833	2.6959	-0.002	-0.004	0.0375
Si	15.0335	9.4257	2.7538	0.0109	0.0054	0.0185
Si	12.2871	12.1721	2.6045	-0.0332	-0.0479	0.0053
Si	14.9135	15.006	2.5514	-0.0326	-0.0164	-0.003
Si	17.6394	1.3037	2.7022	0.028	0.0483	0.0144
Si	20.4714	3.9629	2.7209	0.0061	-0.0081	0.0185
Si	17.8036	6.8175	2.6601	-0.019	-0.017	0.0209
Si	20.4022	9.5234	2.6981	0.0255	-0.0153	-0.0075
Si	17.581	12.3407	2.7688	-0.0144	0.0296	0.0281
Si	20.4967	14.8302	2.6644	0.0054	-0.0283	0.0355
Si	23.1963	1.2441	2.7705	0.006	-0.0079	0.0096
Si	25.8905	4.0346	2.8984	0.0134	-0.0155	0.0144
Si	23.1262	6.7853	2.7918	-0.0103	0.0007	0.0267
Si	25.9466	9.4576	2.6371	0.0053	-0.0021	0.0184
Si	23.1761	12.1307	2.6051	0.0073	-0.0028	0.0088
Si	25.9092	14.9024	2.8486	0.0189	0.0401	0.0509
Si	28.5846	1.3793	2.7556	0.0094	0.0219	0.0616
Si	31.2312	4.1438	2.9655	-0.0125	-0.0115	0.0306
Si	28.4935	6.8033	2.856	-0.0104	0.0163	0.0293
Si	31.2146	9.5741	2.8575	-0.0074	0.0288	0.0207
Si	28.6333	12.1743	2.7007	0.0233	-0.0137	0.0095
Si	31.2729	15.0205	2.7735	-0.0297	0.0149	0.0112
Si	-0.0272	0.0638	4.1226	-0.0028	0.0219	0.0047
Si	2.6424	2.761	4.1233	0.0026	0.0131	0.0057
Si	0.0203	5.5103	4.1868	0.0035	-0.0059	-0.0047
Si	2.7266	8.1627	4.109	0.002	-0.0082	-0.009
Si	0.0037	10.8991	4.1731	0.0111	0.0036	-0.0071
Si	2.7598	13.6221	4.158	0.0041	0.0091	0.0084
Si	5.4703	0.0756	4.0927	0.0056	0	0.0083
Si	8.1452	2.7702	4.0327	-0.0031	-0.0024	0.0109
Si	5.3407	5.4634	4.0387	-0.006	-0.0091	-0.0236
Si	8.1281	8.1887	4.0691	-0.0014	-0.0056	-0.0194
Si	5.402	10.9015	4.0798	0.0008	0.0057	0.0073
Si	8.1635	13.6411	4.0644	0.022	0.0215	-0.0017
Si	10.836	-0.0155	3.9943	0.0101	-0.0195	-0.0186
Si	13.5757	2.7299	4.0188	-0.0087	0	-0.0085
Si	10.8468	5.4293	4.0001	-0.009	0.0046	-0.0015
Si	13.6013	8.1348	4.0863	0.0058	-0.0039	-0.0082
Si	10.898	10.9467	4.0785	0.0007	0.0095	-0.0018
Si	13.6078	13.5953	3.9539	0.0368	-0.0065	0.0078
Si	16.2593	-0.0276	4.0258	0.008	-0.0169	0.0136
Si	19.0432	2.6553	4.0518	0.0002	0.0121	0.0121
Si	16.3839	5.4688	4.0316	-0.0109	0.0155	-0.0053
Si	19.085	8.1562	4.0802	0.001	-0.0059	0.0343
Si	16.3022	10.8844	4.0919	0.0198	-0.0019	0.0172
Si	19.0728	13.5867	4.0809	-0.0106	0.0092	-0.0161
Si	21.7777	-0.087	4.0773	-0.0146	-0.0054	-0.0094
Si	24.5042	2.64	4.1558	-0.0225	-0.0048	-0.0044
Si	21.7723	5.3822	4.101	-0.0128	-0.0051	-0.0019
Si	24.5438	8.1551	4.07	0.0079	-0.0019	-0.0165
Si	21.8018	10.8568	4.0388	-0.0078	0.0084	0.016
Si	24.476	13.5092	4.0665	-0.0211	0.0045	-0.0152
Si	27.2498	0.0022	4.1453	0.0075	-0.0186	-0.0167
Si	29.8862	2.7068	4.208	-0.0227	0.0031	0.0048
Si	27.2012	5.4277	4.2294	0.0297	-0.0067	0.0095
Si	29.8801	8.173	4.1803	0.0051	0.0117	-0.0114
Si	27.2285	10.8493	4.0612	-0.0108	-0.009	-0.0139
Si	29.9463	13.5802	4.0874	-0.0119	-0.0088	-0.0089
Si	1.3519	-1.3884	21.8475	0.0085	0.0009	-0.0048
Si	4.0552	1.3379	21.8158	-0.0008	-0.0233	-0.0014
Si	1.3271	4.0836	21.8445	0.0171	-0.0057	-0.003
Si	4.0585	6.8041	21.7773	-0.0011	-0.0104	-0.0103
Si	1.3335	9.4869	21.8767	-0.0165	-0.0081	0.0062
Si	4.0805	12.2173	21.829	0.007	-0.0129	0.01
Si	6.826	-1.3553	21.7635	0.0082	-0.0067	-0.0068
Si	9.5172	1.3495	21.7221	-0.0017	0.002	-0.0113
Si	6.7858	4.0533	21.7553	-0.0124	0.0105	-0.0046
Si	9.4933	6.8007	21.6413	-0.003	-0.0082	-0.0327
Si	6.7856	9.5451	21.7486	-0.0075	-0.0191	0.001
Si	9.5683	12.2686	21.7198	0.0133	-0.0089	-0.0037
Si	12.2441	-1.3611	21.7287	0.0059	0.0106	-0.0005
Si	14.9535	1.3294	21.6853	-0.0104	-0.0006	-0.0097
Si	12.2302	4.0609	21.6674	-0.019	0.0021	-0.0039
Si	14.9409	6.7845	21.6086	0.0149	-0.004	-0.0344
Si	12.2189	9.5668	21.6818	0.0192	-0.0138	-0.0038
Si	14.9319	12.2948	21.6433	-0.0077	0.0047	-0.0134
Si	17.6642	-1.3225	21.6838	0.0064	-0.005	-0.015
Si	20.4146	1.3906	21.6984	-0.0149	-0.0056	-0.0105
Si	17.6845	4.0566	21.6535	-0.0021	0.0044	-0.011
Si	20.4208	6.8061	21.6603	-0.0055	0.0089	-0.0112
Si	17.7085	9.5412	21.6283	-0.0006	0.0053	-0.0164
Si	20.4261	12.2602	21.6521	0.0094	0.0108	-0.0144
Si	23.144	-1.3522	21.7583	-0.0001	0.0098	-0.0127
Si	25.8502	1.3579	21.8013	0.0007	0.0084	-0.0055
Si	23.142	4.0947	21.7359	0.0019	0.0109	-0.0064
Si	25.8706	6.7994	21.816	-0.0106	0.0024	-0.0014
Si	23.1682	9.5309	21.7188	-0.0026	0.0134	-0.0124
Si	25.8562	12.243	21.8182	0.0066	0.0103	-0.0004
Si	28.5543	-1.375	21.8504	-0.0074	0.0036	-0.0108
Si	-1.4131	1.3532	21.8837	-0.0056	-0.0105	0.0005
Si	28.5762	4.0766	21.9181	0.0004	-0.0035	0.0127
Si	-1.3553	6.7754	21.9186	-0.0057	0.0158	0.0052
Si	28.5586	9.5091	21.8344	0.0054	0.0159	-0.0084
Si	-1.3761	12.227	21.869	-0.0085	0.0083	-0.0023
Si	2.7127	-0.0336	23.2061	-0.0064	0.0004	0.0202
Si	5.4557	2.674	23.1488	0.0037	-0.0055	0.0056
Si	2.6974	5.4722	23.168	0.0042	0.0257	0.0049
Si	5.4006	8.1973	23.1068	0.0169	0.0234	0.0079
Si	2.7042	10.8567	23.2115	-0.0125	-0.0097	-0.0074
Si	5.5104	13.5774	23.125	0.0053	0.0087	0.0162
Si	8.1829	0.0123	23.1298	0.0159	-0.0047	-0.0231
Si	10.8845	2.7091	23.0493	0.0078	-0.0074	0.009
Si	8.1678	5.4589	23.029	0.0104	0.0118	0.005
Si	10.8368	8.165	22.9732	-0.0213	0.0045	-0.0126
Si	8.2424	10.8733	23.0456	-0.0091	-0.0049	-0.0164
Si	10.8898	13.6326	23.1331	0.0021	-0.0018	0.0005
Si	13.6253	-0.0284	23.0865	0.0011	-0.0011	0.0019
Si	16.3204	2.6942	23.0072	0.011	-0.0212	-0.0002
Si	13.6063	5.4235	22.9818	0.0156	-0.0013	0.0053
Si	16.3148	8.1588	22.8933	-0.0094	-0.0146	-0.0245
Si	13.5495	10.9953	23.0118	-0.0322	-0.0017	0.0098
Si	16.2771	13.6404	23.0133	-0.0083	0.023	-0.006
Si	19.0114	0.0654	23.0255	-0.011	0.0018	-0.0036
Si	21.8013	2.7151	23.0727	-0.0029	0.0076	-0.0014
Si	19.0516	5.43	22.9696	-0.0048	0.0077	-0.0022
Si	21.7783	8.1727	23.0118	0.0196	-0.0172	-0.011
Si	19.0661	10.9132	22.9815	-0.0155	-0.0101	0.0038
Si	21.7665	13.5824	23.052	-0.0043	-0.0077	0.0016
Si	24.493	-0.0017	23.156	-0.015	-0.0099	-0.0071
Si	27.1565	2.7063	23.2236	-0.008	-0.0162	0.0144
Si	24.4615	5.4587	23.1347	0.0103	-0.0073	-0.0007
Si	27.2324	8.1383	23.2137	-0.0069	0	-0.0154
Si	24.5197	10.8384	23.1467	0.0055	-0.0024	0.0061
Si	27.1719	13.6194	23.2253	0.0095	0.005	-0.0018
Si	29.8859	-0.0433	23.263	0.0101	0.0102	0.0171
Si	-0.0569	2.7439	23.2185	-0.0044	0.0086	0.0075
Si	29.9541	5.417	23.3397	0.0129	-0.001	-0.013
Si	-0.0026	8.1305	23.3114	0.0066	0.0142	0.0105
Si	29.8791	10.8714	23.2213	0.0093	-0.0102	0.0077
Si	-0.0117	13.5887	23.2337	-0.0149	-0.0052	-0.0127
Si	1.2388	1.3064	24.518	0.0333	-0.0479	-0.0424
Si	4.0763	4.0725	24.4299	-0.0176	0.0191	-0.0033
Si	1.4084	6.7649	24.6865	-0.0181	-0.001	-0.0143
Si	4.0446	9.4787	24.5727	0.0002	-0.0327	-0.0259
Si	1.3655	12.2346	24.585	0.0043	-0.0131	-0.0023
Si	4.1882	-1.3787	24.5027	-0.0026	0.0133	-0.0346
Si	6.8429	1.3319	24.5357	-0.018	0.0086	-0.0044
Si	9.5166	4.0894	24.3736	-0.0073	0.0104	-0.0447
Si	6.8392	6.8618	24.3638	0.0063	0.0033	-0.0291
Si	9.5511	9.491	24.42	-0.0115	-0.0008	-0.0231
Si	6.9575	12.2287	24.4276	0.0108	0.0404	-0.0116
Si	9.5449	-1.3119	24.5186	0.0266	-0.0142	0.0106
Si	12.2557	1.3465	24.4042	-0.0251	0.011	-0.0424
Si	14.9549	4.0463	24.3298	0.0155	0.0058	-0.0142
Si	12.2007	6.7949	24.2499	-0.0081	-0.0093	-0.0282
Si	14.978	9.5808	24.1658	0.0243	0.0085	-0.027
Si	12.2305	12.2968	24.5316	0.0279	-0.006	-0.0321
Si	14.9609	-1.3947	24.4936	-0.0102	0.0057	-0.0154
Si	17.6483	1.3865	24.4378	0.0097	-0.0213	-0.0162
Si	20.4323	4.1131	24.3439	-0.0065	0.0093	-0.0103
Si	17.6333	6.7809	24.2423	-0.0232	-0.0108	-0.0402
Si	20.4179	9.5388	24.3166	0.0243	0.0116	-0.0198
Si	17.6884	12.2925	24.2792	0.0069	-0.0082	-0.0393
Si	20.396	-1.3005	24.3086	0.0211	-0.0191	-0.049
Si	23.1529	1.3839	24.4919	0.0014	0.022	-0.0157
Si	25.7601	4.0974	24.5473	-0.0159	-0.0177	-0.0416
Si	23.1089	6.877	24.4439	0.0048	0.0163	-0.0081
Si	25.8687	9.4793	24.5739	-0.0174	0.0232	-0.0167
Si	23.1026	12.1934	24.428	-0.0094	0.0043	-0.0503
Si	25.7829	-1.3497	24.5998	0.0393	-0.0327	-0.0077
Si	28.4631	1.2949	24.6033	-0.0387	0.0122	-0.0439
Si	-1.3031	4.0656	24.7565	0.0222	-0.0024	0.0073
Si	28.5718	6.8203	24.6562	0.0166	-0.002	0.0133
Si	-1.4146	9.5337	24.6191	-0.0043	-0.0075	-0.0437
Si	28.4982	12.2251	24.5837	-0.0168	0.0179	-0.0297
Si	-1.3791	-1.4163	24.6432	-0.0042	0.0136	-0.0152
Si	-0.0791	-0.0057	26.0393	-0.0227	0.0048	0.0399
Si	2.7071	2.6667	25.7053	-0.0147	0.0188	0.0479
Si	0.1513	5.4071	26.1935	0.0201	-0.0123	0.0295
Si	2.7379	8.1365	26.1083	-0.0063	0.0232	0.0466
Si	-0.0311	10.9089	25.9577	-0.0049	-0.0136	0.0467
Si	2.8244	13.5798	25.8493	0.0291	-0.0051	0.0503
Si	5.5872	-0.0836	25.9475	0.0054	-0.0226	0.0453
Si	8.1864	2.7634	25.8191	0.0152	0.0127	0.055
Si	5.4912	5.4655	25.6521	-0.0101	0.0317	0.0605
Si	8.1736	8.1975	25.8056	-0.0212	0.0256	0.0705
Si	5.5797	10.8526	25.6999	0.0052	-0.0276	0.0073
Si	8.2503	13.5978	25.8859	-0.0413	-0.0354	0.0906
Si	10.9262	0.0468	25.8673	0.0038	-0.0064	0.0598
Si	13.636	2.7152	25.7209	-0.0012	-0.017	0.0845
Si	10.924	5.4588	25.6639	0.0054	0.0108	0.0572
Si	13.5354	8.259	25.4206	-0.0218	0.0219	0.0567
Si	10.8764	10.816	25.815	-0.0064	0.0166	0.077
Si	13.608	13.634	25.9711	-0.0201	0.0059	0.0278
Si	16.3263	-0.0204	25.8436	0.0052	-0.0032	0.0535
Si	19.0594	2.8044	25.697	-0.0114	0.0055	0.0518
Si	16.2915	5.42	25.6355	0.0107	0.0017	0.0591
Si	19.0053	8.1706	25.5231	0.0092	-0.0259	0.0562
Si	16.3606	10.8878	25.5408	-0.0202	-0.0084	0.0358
Si	18.9995	13.6781	25.6063	-0.0354	0.0202	0.0405
Si	21.7631	-0.0101	25.7274	0.013	0.0034	0.0658
Si	24.3827	2.7602	25.9668	0.0065	-0.0012	0.0584
Si	21.7147	5.5195	25.7264	-0.01	-0.0093	0.0422
Si	24.4648	8.143	25.9192	0.0056	-0.0088	0.0557
Si	21.7573	10.7883	25.7637	0.0425	-0.0176	0.0542
Si	24.3982	13.5427	25.8569	0.0036	-0.0273	0.0457
Si	27.0531	0.001	26.068	0.0228	0.0181	0.0498
Si	29.8595	2.628	25.9534	-0.0032	-0.0095	0.0276
Si	27.1326	5.4507	25.9138	-0.0003	-0.0141	0.0485
Si	29.9069	8.1829	26.0798	0.0324	-0.0028	0.0421
Si	27.1587	10.8744	25.9833	-0.007	-0.02	0.0342
Si	29.8618	13.5235	25.9839	-0.0002	0.0107	0.0418
Si	1.751	-1.0637	27.0799	-0.1844	-0.1408	-0.7417
Si	3.9435	1.1811	26.9839	0.2408	0.0801	-0.6868
Si	1.449	3.695	27.3956	0.0814	0.3668	-0.7245
Si	4.469	6.8864	27.189	-0.3739	-0.1474	-0.6444
Si	1.1042	9.3976	27.339	0.2418	0.0308	-0.6831
Si	4.4651	12.3534	27.0306	-0.1885	0.041	-0.6586
Si	6.6496	-1.7402	27.3272	0.1849	0.2478	-0.736
Si	9.8456	1.739	27.0983	-0.1016	-0.1612	-0.77
Si	7.0598	4.4299	27.0226	-0.1556	-0.2763	-0.7404
Si	9.3673	6.574	26.9754	0.1203	0.2286	-0.7294
Si	6.5463	9.2874	27.1575	0.3507	0.2174	-0.7285
Si	9.6015	12.2026	27.2112	-0.0626	-0.1114	-0.7516
Si	12.4928	-1.0157	27.2888	-0.2139	-0.3701	-0.7554
Si	14.7565	1.1747	27.0969	0.1715	0.1404	-0.7512
Si	12.0887	3.9269	26.9755	0.1277	0.0751	-0.7168
Si	15.0562	7.1049	26.6499	-0.1	-0.3567	-0.6732
Si	12.5947	9.726	26.9771	-0.2028	-0.0698	-0.6977
Si	14.8886	11.9199	26.9793	0.0305	0.2965	-0.6075
Si	18.0057	-1.1145	27.1008	-0.3964	-0.2856	-0.5822
Si	20.2158	1.2104	26.9499	0.2106	0.2684	-0.6631
Si	17.937	4.4216	26.9615	-0.1068	-0.162	-0.7251
Si	20.0818	6.6948	26.9147	0.2371	0.0888	-0.7442
Si	17.4247	9.2462	26.8077	0.2729	0.344	-0.6185
Si	20.5171	12.4377	26.7969	-0.0557	-0.156	-0.6869
Si	22.7508	-1.6551	27.0766	0.2157	0.1604	-0.6469
Si	25.9837	1.7298	27.3692	-0.1705	-0.2776	-0.7034
Si	23.1635	4.4061	27.1689	-0.1753	-0.2676	-0.6828
Si	25.5321	6.517	27.274	0.1783	0.271	-0.6928
Si	23.2649	9.6793	27.2318	-0.1882	-0.1653	-0.7383
Si	25.452	11.9546	27.2318	0.1955	0.102	-0.7208
Si	28.5803	-1.3248	27.2916	-0.2494	-0.1856	-0.6869
Si	-1.8679	0.9612	27.3652	0.3862	0.2514	-0.7363
Si	28.2931	3.8678	27.1675	0.1564	0.0389	-0.6978
Si	-1.0547	7.1063	27.3776	-0.067	-0.2016	-0.7559
Si	28.7487	9.8198	27.3956	-0.1983	-0.2582	-0.6453
Si	-1.5815	12.0135	27.3689	0.1118	0.2339	-0.6846
Si	10.2286	4.7226	36.6502	-0.051	-0.0185	0.1005
Si	3.8668	1.4545	33.9661	0.0358	-0.0906	0.0478
Si	2.8373	0.3385	31.35	0.0792	0.0293	-0.1691
Si	7.7511	13.9	32.8999	0.0261	-0.0317	0.0299
Si	5.7463	11.99	33.948	0.0537	-0.0861	0.0967
Si	8.1253	-1.3697	30.1456	-0.0188	-0.0994	-0.1756
Si	15.4796	8.4344	33.8436	0.0331	0.0293	0.1283
Si	9.247	1.3803	30.1087	0.113	-0.0477	-0.122
Si	14.6565	7.0901	29.6281	-0.0011	0.0265	-0.0764
Si	8.1787	10.5076	29.3526	0.0123	0.0014	0.0079
Si	13.8873	5.8936	33.7981	-0.0732	0.0993	0.0319
Si	22.6757	11.9121	30.7594	-0.0005	-0.0502	0.1182
Si	8.2004	11.093	32.4596	-0.0113	-0.011	0.0347
Si	21.6642	7.9266	29.3076	-0.0156	-0.0253	-0.1094
Si	9.6216	10.4804	36.6691	0.041	-0.0216	0.1909
Si	20.05	12.2381	29.5623	-0.0803	0.0581	0.0775
Si	11.0638	6.614	34.3897	0.1742	-0.0432	-0.1126
Si	12.3023	8.9182	29.9738	0.1549	0.0222	-0.1259
Si	21.8512	11.9144	33.7369	0.0572	-0.0951	0.0464
Si	12.7733	11.8195	30.9477	0.024	-0.0373	0.0057
Si	22.5169	0.897	31.5813	0.0185	-0.1162	-0.1327
Si	15.1019	2.198	29.997	-0.0175	0.0122	-0.2305
Si	17.3168	2.7195	36.2433	0.1929	0.034	0.0605
Si	18.9528	-1.4298	29.8986	-0.0684	0.0359	-0.1748
Si	25.3101	3.8924	34.5113	0.0766	-0.0299	-0.027
Si	27.2503	13.1389	29.4914	-0.0878	0.0923	-0.1445
Si	28.5128	6.3936	31.7886	-0.18	-0.0418	-0.0672
Si	-2.7245	9.2784	35.1601	-0.0373	-0.0115	0.0727
Si	19.5997	8.2916	31.5132	0.1029	-0.1134	-0.1721
Si	20.7258	-0.3504	36.8071	0.0651	-0.0001	0.1227
Si	-1.716	12.0365	36.2028	0.0526	0.0519	-0.0052
Si	-0.868	13.1931	30.2702	0.0051	-0.0155	-0.1301
Si	-0.6819	2.6776	29.3619	0.0008	-0.0639	-0.024
Si	-2.4297	-0.9885	31.624	0.0268	0.0491	0.0496
Si	27.9551	4.9764	34.4901	0.0636	-0.016	0.0013
Si	0.4031	-0.8939	35.9543	0.0328	-0.0679	0.126
Si	27.927	10.3883	30.1998	-0.1586	-0.0808	-0.0838
Si	25.726	-1.8289	31.7604	-0.128	-0.0309	0.0629
Si	-2.4013	6.3478	35.9766	-0.0421	0.0287	0.0906
Si	-0.0553	1.119	31.9127	-0.0536	0.0709	-0.0767
Si	0.9565	12.7834	35.0547	0.0682	-0.0423	-0.0155
Si	0.2536	11.7473	32.5106	-0.0348	0.0104	-0.0845
Si	0.1189	8.7923	32.3734	0.1019	0.0033	0.0023
Si	3.9113	6.6796	32.8551	0.1119	-0.0204	0.0002
Si	2.8649	11.1107	29.2894	-0.1219	0.0197	-0.0462
Si	13.4266	10.6404	33.5456	0.0073	0.0933	0.0255
Si	11.0049	13.764	29.3685	0.0465	0.069	-0.0937
Si	13.1447	4.5376	29.8246	0.0668	0.0395	-0.1017
Si	17.87	12.8161	31.4708	0.1662	-0.0182	-0.0877
Si	15.9364	0.3924	36.998	0.0278	0.0896	0.0582
Si	6.9177	2.5833	37.0024	0.0469	-0.0364	0.09
Si	11.3596	1.542	32.1405	0.0328	0.11	-0.0264
Si	24.4928	8.3463	36.7073	-0.0783	-0.0941	0.0993
Si	13.7417	12.6819	35.6844	0.1156	0.0496	0.102
Si	11.696	4.626	32.2531	-0.0087	0.032	0.0263
Si	14.5999	-0.9935	34.7091	-0.1464	-0.1106	0.0264
Si	3.5763	2.8067	29.4186	-0.0734	-0.0415	-0.092
Si	27.5566	0.3802	32.0743	-0.0324	0.0537	0.1007
Si	22.6403	0.3728	34.6694	-0.0081	-0.0204	0.0267
Si	15.979	7.6914	36.6852	0.0067	0.0924	0.171
Si	23.8606	9.8368	34.3277	-0.0252	-0.0749	-0.0575
Si	24.6017	4.4582	31.4877	0.0715	-0.065	-0.0017
Si	5.4318	4.1133	33.2376	-0.0775	0.1113	0.1626
Si	23.4004	-1.4514	30.0555	-0.0861	0.0025	0.0072
Si	1.3054	7.0516	34.4148	-0.0792	0.0051	0.1063
Si	17.0584	8.9804	29.7391	-0.0658	0.0331	-0.2056
Si	8.0232	3.5319	31.9216	-0.0421	-0.0662	0.0984
Si	15.5778	3.5016	34.0955	0.0216	-0.051	-0.1541
Si	-2.6965	8.9813	32.1904	-0.081	0.0102	-0.0403
Si	0.0254	4.6718	35.9346	-0.0379	-0.0224	0.1007
Si	-2.5028	5.2201	29.3728	-0.0324	-0.0192	-0.1681
Si	22.1322	5.0003	29.9472	0.0326	0.0893	-0.1041
Si	28.8286	0.0603	36.5308	0.0799	0.0247	0.2029
Si	2.9784	9.0762	31.5919	0.0142	-0.0064	0.0204
Si	27.2593	9.948	36.366	0.009	0.0133	-0.0163
Si	5.376	5.0462	29.4369	0.0264	0.0549	-0.1818
Si	2.3945	8.6945	36.7577	0.0112	0.0276	0.2602
Si	24.091	-2.3731	34.2819	-0.034	-0.0248	-0.0712
Si	8.6914	2.5962	34.8378	0.0021	0.0769	-0.0214
Si	4.7335	0.3858	36.7754	-0.0047	-0.1088	-0.0162
Si	11.8983	-1.5033	35.8249	0.0527	0.0925	-0.0256
Si	18.5024	4.2028	34.1241	-0.085	-0.1059	-0.0038
Si	4.3933	11.1125	36.7245	-0.0002	0.0758	-0.032
Si	2.9101	11.399	33.2746	-0.1281	0.0839	0.0614
Si	7.5705	6.3568	31.3107	-0.0384	-0.0624	-0.1072
Si	9.6208	-0.1871	34.1631	0.0995	0.0018	-0.0163
Si	9.7242	7.9502	29.6971	-0.0616	-0.0424	-0.0295
Si	6.4023	6.6991	34.1225	0.0035	-0.0681	0.092
Si	10.5066	9.6478	33.9379	0.0033	0.0872	0.0803
Si	7.5143	8.2351	36.6746	-0.1008	0.0131	0.0129
Si	20.1	1.5247	29.907	0.0038	-0.0138	-0.1239
Si	1.9095	14.1163	29.9314	0.1321	0.0674	0.0263
Si	18.7293	12.0374	34.3552	0.1373	0.0414	-0.0154
Si	18.6342	6.7211	35.9203	-0.0285	-0.0852	0.1272
Si	14.4281	0.9928	32.4461	0.2225	0.0859	0.1816
Si	18.8048	13.5489	36.8901	0.0972	-0.0433	0.099
Si	25.491	11.9947	35.9346	-0.009	0.184	0.0282
Si	25.0245	9.8565	31.3894	0.0576	0.037	0.0625
Si	25.8504	7.1141	30.354	0.0238	-0.0902	-0.0939
Si	18.494	9.0916	34.0654	-0.0582	0.0054	-0.0701
Si	17.6899	3.613	29.9184	0.0912	-0.03	-0.1535
Si	15.6138	11.7339	29.8234	0.1475	-0.0803	-0.1083
Si	23.6912	2.661	36.6535	0.0147	-0.0544	0.0987
Si	0.847	1.8887	34.6479	-0.0145	-0.0876	-0.0543
Si	19.4485	5.1903	31.5068	0.1038	0.0192	0.056
Si	27.6195	2.0562	34.6184	-0.0629	0.0231	0.0569
Si	-2.2953	-1.8116	34.6112	0.0236	-0.0229	0.1716
Si	25.3469	1.8348	30.379	-0.1249	-0.0409	-0.0581
Si	1.3529	14.9952	5.456	0.0056	0.0009	0.0021
Si	4.0686	1.4097	5.4375	-0.0006	-0.0113	0.0127
Si	1.3357	4.1076	5.5252	-0.0053	-0.0025	0.0059
Si	4.0692	6.8152	5.475	-0.0029	-0.003	0.0074
Si	1.3579	9.5085	5.4844	-0.0087	-0.0049	0.0066
Si	4.0931	12.2492	5.4957	0.0013	-0.0074	0.011
Si	6.81	15.001	5.4355	-0.0106	-0.0019	0.0025
Si	9.5025	1.3722	5.3755	-0.0112	-0.0052	-0.0055
Si	6.7464	4.1044	5.3864	-0.0091	0.007	-0.0096
Si	9.5066	6.8067	5.3873	0.0132	-0.0091	-0.0021
Si	6.7767	9.5433	5.4349	-0.0108	0.008	0.006
Si	9.52	12.2839	5.4311	0.0013	-0.0042	0.0121
Si	12.2265	14.9484	5.3429	-0.0122	-0.0096	-0.0062
Si	14.9256	1.3556	5.386	-0.0045	0.007	0.0064
Si	12.2115	4.08	5.3831	0.0211	0.0077	-0.0063
Si	14.9809	6.7773	5.4156	0.0125	-0.0062	0.0131
Si	12.2434	9.5372	5.4128	0.0111	0.0118	-0.0017
Si	14.9281	12.2562	5.4018	0.0088	0.0129	0.0088
Si	17.6826	14.9717	5.3928	-0.005	-0.0182	0.006
Si	20.4081	1.3034	5.4162	-0.0054	0.0119	-0.0054
Si	17.7043	4.0667	5.3959	0.0013	0.0083	-0.0003
Si	20.4171	6.7683	5.4386	0.0091	-0.008	0.014
Si	17.6994	9.5211	5.42	0.0015	0.0097	-0.0029
Si	20.4206	12.1992	5.4188	0.0028	-0.0016	0.0014
Si	23.1365	14.8884	5.441	0.014	-0.0019	-0.0093
Si	25.8724	1.3215	5.5167	0.0279	0.0143	0.0055
Si	23.1347	4.0384	5.4672	-0.01	0.0016	0.0153
Si	25.8276	6.8056	5.5121	-0.0213	0.0053	0.0077
Si	23.1623	9.5111	5.4191	-0.0055	-0.0157	-0.0031
Si	25.853	12.1893	5.4356	0.0027	0.001	0.0015
Si	28.5865	14.9265	5.4724	0.0054	0.0092	0.0027
Si	31.2679	1.3625	5.5335	-0.0042	0.0013	0.0113
Si	28.5601	4.0738	5.5625	0.0127	-0.0052	0.0272
Si	31.2755	6.8393	5.5251	0.005	0.0009	0.0152
Si	28.5418	9.5378	5.5102	-0.0078	-0.0011	0.0008
Si	31.2998	12.277	5.5021	-0.0046	-0.0041	0.0025
Si	2.7238	0.0293	6.8066	0.0123	-0.0052	-0.0069
Si	5.426	2.7559	6.8004	-0.0015	0.0057	-0.0019
Si	2.7188	5.4608	6.8516	0.002	0.0005	0.0029
Si	5.4327	8.1829	6.8149	-0.0003	0.0004	-0.0043
Si	2.7164	10.8856	6.8327	0.0043	0.0021	-0.0058
Si	5.4644	13.6244	6.811	0.0083	-0.0024	0.0028
Si	8.1606	0.0379	6.7866	0.0075	-0.0029	0.0041
Si	10.863	2.7193	6.752	0.0029	-0.0027	-0.0116
Si	8.1288	5.4565	6.7501	-0.0083	0.0108	-0.0131
Si	10.8731	8.1623	6.7556	0.0013	-0.0013	-0.0004
Si	8.157	10.9006	6.7783	0.005	0.0015	-0.0001
Si	10.8853	13.6321	6.7745	-0.0007	-0.0025	0.0059
Si	13.5748	-0.0131	6.7383	0.0063	-0.0075	-0.0044
Si	16.3125	2.7122	6.7412	-0.0065	0.0034	-0.0006
Si	13.594	5.4237	6.7538	-0.0077	-0.0014	-0.001
Si	16.3245	8.1592	6.7713	-0.0024	0.0055	-0.0048
Si	13.5859	10.8987	6.781	-0.008	0.0112	-0.0034
Si	16.3243	13.5975	6.75	0.0071	-0.0132	0.0011
Si	19.0285	-0.0113	6.787	-0.0057	0.0019	0.0001
Si	21.7575	2.6765	6.7942	-0.0013	-0.0028	-0.0041
Si	19.0456	5.4176	6.7886	-0.005	0.0044	-0.0018
Si	21.7906	8.1421	6.7768	0.0048	-0.0196	0.0043
Si	19.0616	10.8578	6.7908	0.0054	-0.0135	0.0042
Si	21.7609	13.5625	6.8008	-0.0075	0.0008	0.001
Si	24.4891	-0.0585	6.8173	-0.012	-0.0031	-0.0063
Si	27.1958	2.7027	6.8857	-0.0006	0.0047	0.003
Si	24.4727	5.4188	6.8377	0.0065	-0.011	0.005
Si	27.1958	8.1626	6.8625	0.0003	0.0073	-0.0074
Si	24.4956	10.8567	6.817	-0.0059	0.0043	-0.0119
Si	27.2015	13.5703	6.8076	-0.0102	0.0053	-0.0078
Si	29.9247	-0.0318	6.8592	0.0103	-0.0019	0.0009
Si	-0.0116	2.7328	6.8738	-0.006	0.0141	-0.0016
Si	29.9386	5.4459	6.8777	0.0018	-0.0124	-0.0091
Si	0.0025	8.1814	6.8742	-0.0047	0.0032	-0.0078
Si	29.9244	10.9018	6.8426	0.0026	0.0009	-0.0097
Si	0.0121	13.6387	6.8478	-0.0078	0.0027	-0.0048
Si	1.3679	1.3666	8.1978	-0.003	0.0034	-0.0079
Si	4.0802	4.0959	8.191	0.0059	0.0092	0.0002
Si	1.3579	6.8088	8.2158	-0.009	-0.0077	0.002
Si	4.0746	9.529	8.1882	-0.003	-0.0047	0.0004
Si	1.3626	12.2535	8.1896	-0.0042	-0.0032	-0.0012
Si	4.0809	14.9762	8.1618	-0.0038	-0.0028	-0.0056
Si	6.7871	1.3831	8.1492	0.001	-0.0082	-0.0053
Si	9.495	4.0866	8.1092	-0.0063	-0.0153	-0.0094
Si	6.796	6.8094	8.1509	0.0025	0.0037	0.0062
Si	9.5138	9.5228	8.1273	-0.0028	0.0008	-0.0067
Si	6.8094	12.253	8.1634	0.0036	0.0026	-0.0016
Si	9.5195	14.9862	8.1384	0.0101	0.0115	-0.0043
Si	12.2257	1.3557	8.1115	-0.0104	-0.0076	0.003
Si	14.9545	4.0666	8.116	-0.0098	-0.0072	-0.0041
Si	12.2376	6.7993	8.1131	0.0082	0.0054	-0.0095
Si	14.9593	9.5266	8.1239	0.0125	0.0091	-0.0052
Si	12.225	12.2537	8.1383	0.0008	-0.0049	0.0027
Si	14.9531	14.9596	8.1068	0.0056	0.001	-0.0091
Si	17.6704	1.3641	8.1268	0.013	0.0081	-0.0024
Si	20.4056	4.0565	8.1479	-0.0014	0.0037	0.0028
Si	17.6819	6.7918	8.1342	-0.0033	-0.0096	-0.0055
Si	20.4236	9.4973	8.1442	-0.003	0.0102	-0.0077
Si	17.6839	12.235	8.1214	0.0027	0.007	0.001
Si	20.3967	14.9416	8.1406	-0.0052	-0.0068	-0.0027
Si	23.1272	1.3262	8.1574	-0.0032	0.01	-0.0037
Si	25.8346	4.0748	8.2111	0.0077	0.0017	0.0048
Si	23.1193	6.7908	8.1773	-0.0007	-0.0022	-0.0038
Si	25.8384	9.516	8.2082	-0.0075	-0.0072	0.0068
Si	23.1311	12.2206	8.1676	0.0013	0.0009	-0.0036
Si	25.8529	14.9259	8.1843	-0.0021	-0.0043	0.0023
Si	28.5686	1.3368	8.2155	-0.0076	0.0029	-0.0042
Si	31.2819	4.0841	8.2376	0.0033	0.0071	0.0087
Si	28.5642	6.8053	8.2138	0.0089	0.0036	-0.0001
Si	31.2789	9.5445	8.2112	0.0087	0.0027	0.003
Si	28.5603	12.2432	8.2003	0.0027	-0.0036	-0.0053
Si	31.29	14.9616	8.2264	-0.0004	0.0068	0.0034
Si	0.0107	0.0096	9.5668	0.0003	-0.0024	0.0014
Si	2.7223	2.7308	9.5513	0.0075	0.0016	0.0015
Si	0.0058	5.4468	9.5792	0.0064	-0.0077	0.0044
Si	2.72	8.1732	9.5593	-0.0028	0.0021	-0.0034
Si	0.0037	10.8995	9.5614	-0.0121	0.0109	0.0001
Si	2.7267	13.6154	9.5368	0.0031	-0.0014	-0.0025
Si	5.435	0.0177	9.5195	0.0022	0.0056	0.0017
Si	8.1492	2.7399	9.5028	-0.0071	0.0031	0.0008
Si	5.441	5.4593	9.5335	-0.0017	-0.0014	0.0015
Si	8.1559	8.1708	9.5036	0.0017	-0.0022	-0.0011
Si	5.4403	10.8964	9.5281	0.0026	0.0054	-0.004
Si	8.1651	13.6193	9.5086	0.0053	-0.0067	0.0021
Si	10.8743	0.0161	9.4998	-0.0037	0.0017	0.0036
Si	13.5899	2.7126	9.4754	0.0162	-0.0055	0.0017
Si	10.8647	5.4432	9.4717	0.003	0.0101	-0.0039
Si	13.594	8.1619	9.478	-0.0046	0.0026	0.0008
Si	10.8672	10.8854	9.4921	0.0008	0.0078	0.0059
Si	13.5997	13.6066	9.4855	0.0004	-0.0039	0.0016
Si	16.31	-0.0025	9.478	-0.004	0.0017	0.004
Si	19.0358	2.7087	9.5009	-0.013	0.0087	0.003
Si	16.313	5.4315	9.4824	-0.0047	0.0079	0.0013
Si	19.0499	8.1455	9.4974	0.006	-0.0146	0.0007
Si	16.3237	10.8787	9.4855	0.0023	-0.0047	0.0016
Si	19.0384	13.5871	9.4975	-0.0012	-0.003	0.0059
Si	21.7604	-0.0232	9.5109	-0.0054	-0.0018	0.0006
Si	24.4748	2.694	9.5369	-0.003	0.0082	0
Si	21.7591	5.4208	9.5179	0.0021	0.0023	0.0049
Si	24.4811	8.1448	9.5477	-0.0012	-0.005	0.0015
Si	21.7705	10.8599	9.5182	0.008	-0.0107	0.0023
Si	24.4879	13.5762	9.5387	-0.0027	0.0025	0.0002
Si	27.2025	-0.0253	9.5553	0.0055	0.0004	-0.0029
Si	29.9215	2.7081	9.5734	0.006	-0.0025	-0.0027
Si	27.2054	5.4345	9.5616	-0.0014	-0.0074	-0.0043
Si	29.9265	8.1688	9.5649	-0.0009	-0.0031	-0.0048
Si	27.2072	10.8768	9.5584	-0.0072	0.0016	-0.0071
Si	29.9229	13.5957	9.5667	-0.0026	0.0064	0.0021
Si	1.3667	14.9616	10.9143	-0.0026	0.0016	0.0008
Si	4.0779	1.3636	10.9005	-0.0039	-0.0037	-0.0018
Si	1.364	4.0797	10.9245	-0.0039	0.0046	0.0014
Si	4.0771	6.8055	10.906	0.0032	-0.0021	0
Si	1.3576	9.5306	10.9167	0.001	-0.0009	-0.0026
Si	4.0777	12.2494	10.8953	0.0001	-0.0027	-0.0013
Si	6.7924	14.9692	10.8724	-0.0027	-0.0033	-0.0047
Si	9.5063	1.3724	10.8583	0.0053	-0.0033	-0.0025
Si	6.7932	4.0879	10.8828	0.0007	0.0047	-0.0026
Si	9.5134	6.8004	10.8532	-0.0029	0.0017	-0.0017
Si	6.7943	9.5238	10.8766	-0.0013	-0.0024	-0.0006
Si	9.5121	12.2444	10.8618	-0.0011	-0.0027	-0.0001
Si	12.2357	14.9653	10.8476	0.0019	0.0088	-0.0014
Si	14.9523	1.3584	10.8406	-0.0044	0.0015	0.0023
Si	12.2267	4.0811	10.8328	-0.0037	-0.0093	-0.0069
Si	14.9545	6.7997	10.8386	0.0003	-0.0036	-0.0023
Si	12.2323	9.5205	10.8437	-0.0005	-0.0027	-0.0033
Si	14.9595	12.2403	10.8421	0.0062	0.0043	-0.0025
Si	17.6765	14.959	10.843	0.0049	-0.0036	-0.0046
Si	20.4031	1.3497	10.8601	-0.0003	0.0075	-0.0035
Si	17.6782	4.0795	10.8509	0.0047	-0.0031	0.0015
Si	20.4051	6.7907	10.8697	-0.0073	-0.0061	0.0028
Si	17.6865	9.5168	10.8459	0.0009	0.0056	-0.0047
Si	20.4064	12.232	10.8612	-0.004	0.0035	-0.0063
Si	23.1273	14.9495	10.8814	0.0049	-0.0005	-0.0027
Si	25.8456	1.3475	10.9018	-0.0006	-0.0002	-0.003
Si	23.124	4.0687	10.8848	-0.0036	0.0005	0.0002
Si	25.8477	6.7956	10.9117	0.0017	0.0085	0.0001
Si	23.1269	9.513	10.8958	-0.0011	-0.003	0.0004
Si	25.8495	12.2339	10.9133	0.0003	0.0032	0.0011
Si	28.5674	14.9535	10.9252	-0.0002	0.0006	0.0028
Si	31.2882	1.3588	10.9309	0.0045	0.0075	0.0023
Si	28.5635	4.074	10.9218	-0.002	0.0006	-0.0005
Si	31.2817	6.8074	10.9271	0.0029	-0.0002	-0.0028
Si	28.5674	9.5224	10.9223	0.0005	0.0022	-0.0004
Si	31.2836	12.2439	10.9285	-0.002	-0.0063	0.0026
Si	2.7191	0.0066	12.2706	0.0052	0.0031	0.0011
Si	5.4319	2.7303	12.2519	0.002	0.0047	0.001
Si	2.719	5.4462	12.2746	0.0012	-0.0057	-0.0009
Si	5.4335	8.1723	12.2524	-0.0024	0.0037	-0.0024
Si	2.7173	10.8934	12.2672	-0.0017	0.0047	-0.0008
Si	5.4329	13.6136	12.2471	0.0005	0.0009	-0.001
Si	8.1463	0.0138	12.2262	0.001	0.0049	-0.0014
Si	10.8681	2.7322	12.2097	-0.0025	0.0052	-0.0009
Si	8.1516	5.452	12.2311	0.0003	-0.0006	0.0006
Si	10.8703	8.1636	12.2101	0.0035	0.0011	-0.002
Si	8.1486	10.89	12.2294	-0.0016	0.0067	-0.0002
Si	10.8734	13.6071	12.2104	0.0034	-0.0048	0.0007
Si	13.593	0.0048	12.2055	0.0057	-0.0025	0.0017
Si	16.3154	2.7175	12.2016	-0.0015	0.0009	-0.0005
Si	13.5881	5.442	12.1947	-0.0007	0.0054	-0.0035
Si	16.3201	8.157	12.1995	0.0021	-0.0035	0.0002
Si	13.5953	10.8811	12.1997	-0.0035	-0.0021	0.0004
Si	16.3202	13.5982	12.2022	-0.0018	-0.0001	0.0016
Si	19.0418	-0.0093	12.2111	-0.0035	-0.002	-0.0004
Si	21.764	2.7058	12.231	-0.0045	0.0013	0.0006
Si	19.0423	5.4325	12.2194	-0.0034	0.0055	0.0019
Si	21.7677	8.1461	12.2397	0.0001	0.0001	0.0009
Si	19.0468	10.8719	12.2139	0.0036	-0.0052	0.0002
Si	21.7685	13.5868	12.231	-0.0025	-0.0048	-0.0029
Si	24.4887	-0.015	12.2523	-0.0055	0.0002	-0.0008
Si	27.2063	2.7069	12.2699	0.0011	0.0004	-0.0012
Si	24.4898	5.4239	12.2532	0.0015	-0.0081	-0.0021
Si	27.2108	8.1543	12.2723	-0.0006	-0.0038	-0.0025
Si	24.4919	10.8682	12.2607	-0.0001	-0.0095	-0.0004
Si	27.2105	13.5907	12.2787	-0.0011	-0.0012	0.0009
Si	29.9285	-0.0059	12.2851	-0.0023	-0.0004	0.0005
Si	0.0034	2.7214	12.2874	0.004	0.0002	0.0007
Si	29.9257	5.4362	12.2792	0.0022	-0.0009	-0.0012
Si	0.0011	8.1681	12.2816	-0.0026	0.0016	-0.0018
Si	29.9282	10.8784	12.2849	0.0026	0.0028	-0.0005
Si	0.0047	13.6066	12.2813	-0.0032	0.0041	0.0003
Si	1.3574	1.356	13.6436	-0.0004	-0.0047	0.0032
Si	4.0695	4.0773	13.6282	-0.0005	-0.0003	0.0017
Si	1.3533	6.8001	13.6374	0.0034	-0.0009	0.0001
Si	4.0687	9.5238	13.6209	0.0007	-0.0036	0.001
Si	1.3584	12.2436	13.6406	-0.0032	-0.0048	0.0027
Si	4.0723	14.9611	13.6248	-0.0001	-0.0003	0.0007
Si	6.7854	1.3621	13.6028	-0.004	-0.0037	-0.0018
Si	9.5065	4.0833	13.5816	0.0031	0.0027	-0.0011
Si	6.7859	6.8019	13.6021	-0.0006	0.0007	0.0004
Si	9.5061	9.52	13.5768	-0.0004	-0.0035	0.0004
Si	6.7841	12.2425	13.5983	0.0002	-0.0054	0.0024
Si	9.5057	14.9637	13.5715	-0.0018	-0.0024	-0.0023
Si	12.2278	1.3664	13.5607	0.0004	0.001	-0.0006
Si	14.9527	4.0839	13.553	-0.0033	-0.0012	-0.0034
Si	12.2295	6.799	13.5636	-0.0015	-0.0028	-0.0028
Si	14.9572	9.5189	13.5566	0.005	-0.001	-0.0018
Si	12.2321	12.2404	13.56	0.0022	0.0024	0.0005
Si	14.9577	14.9607	13.5551	0.0027	-0.0009	0.0009
Si	17.6828	1.3598	13.5598	-0.0014	0.0046	-0.0015
Si	20.4107	4.0768	13.5802	-0.0032	-0.0018	0.0004
Si	17.6832	6.8031	13.5658	0.0001	-0.0026	-0.0001
Si	20.4095	9.5197	13.5829	-0.0038	0.0019	-0.0017
Si	17.6859	12.2398	13.5617	0.0053	-0.0004	-0.0045
Si	20.4093	14.9577	13.576	0.0008	0.0017	-0.0043
Si	23.1324	1.356	13.5977	-0.0011	0.0071	-0.001
Si	25.8539	4.0742	13.6227	-0.0049	0.0028	0.0011
Si	23.1378	6.7946	13.6034	-0.0024	0.0022	0.0008
Si	25.858	9.5175	13.6265	0.0028	0.0028	0.0017
Si	23.1334	12.2392	13.6036	-0.002	0.0068	-0.0021
Si	25.8529	14.9583	13.6262	0.0011	0.0037	0
Si	28.5695	1.3567	13.6393	0.0025	0.0037	0.0026
Si	31.2825	4.0796	13.6455	0.0037	0.0001	0.0022
Si	28.5707	6.7972	13.6366	-0.0028	0.0049	0.0006
Si	31.2849	9.5212	13.6482	-0.0042	-0.0014	0.0032
Si	28.5737	12.2382	13.6445	-0.0002	-0.0019	0.004
Si	31.2867	14.9585	13.6506	0.0027	-0.0012	0.0032
Si	0.0007	-0.0011	15.0155	0.0009	0.0046	0.0032
Si	2.7086	2.7213	15.0018	-0.0002	0.0008	0.0013
Si	-0.0028	5.4402	15.0077	-0.002	-0.0005	-0.0006
Si	2.7066	8.1663	14.9903	-0.0019	-0.0007	-0.0019
Si	-0.001	10.8855	15.0085	0.0059	0.0031	0.0026
Si	2.7118	13.608	14.9994	0.0041	0.0062	0.0001
Si	5.4243	0.0091	14.9772	0.005	0.0035	0.003
Si	8.1434	2.7277	14.9499	0.0002	0.0051	0.001
Si	5.4239	5.4469	14.9751	-0.0006	0.0003	0.0017
Si	8.1409	8.1702	14.9495	-0.0027	-0.0005	0
Si	5.4222	10.8901	14.9732	-0.0042	0.0025	-0.0018
Si	8.1423	13.612	14.9422	0.0007	-0.0005	-0.0018
Si	10.8633	0.0091	14.9203	0.0011	-0.0027	0.0012
Si	13.59	2.7284	14.9121	0.0071	0.0075	0.0013
Si	10.8654	5.4467	14.9313	0.0017	0.0022	0.0028
Si	13.592	8.1617	14.916	-0.0017	-0.0027	0
Si	10.867	10.8867	14.9233	-0.0011	0.001	0.0009
Si	13.5941	13.603	14.9095	-0.0004	0.0012	0.0009
Si	16.3208	-0.0009	14.9107	-0.0012	-0.0016	-0.0014
Si	19.0476	2.714	14.9238	-0.0012	-0.001	-0.0002
Si	16.3177	5.4414	14.9124	0.0007	0.0054	-0.0024
Si	19.0481	8.1584	14.9305	0.0011	0.0028	-0.0001
Si	16.3234	10.878	14.9121	-0.0009	0.002	-0.0008
Si	19.0497	13.5956	14.9247	-0.0044	-0.0056	-0.0001
Si	21.775	-0.0094	14.9439	-0.0038	-0.0026	-0.0019
Si	24.4971	2.707	14.9693	-0.0052	-0.006	0.001
Si	21.7799	5.4278	14.9482	-0.001	-0.0006	-0.0001
Si	24.5046	8.1478	14.9727	0.0018	-0.0012	0.0007
Si	21.7751	10.8738	14.9495	-0.0026	-0.0098	-0.0004
Si	24.4962	13.5922	14.9745	-0.0016	-0.0053	0.002
Si	27.2149	-0.0074	14.9965	-0.0019	-0.0016	0.0001
Si	29.9283	2.7145	15.0065	-0.0017	0.0045	-0.0005
Si	27.2166	5.4309	14.9906	0.0029	-0.0038	-0.0007
Si	29.9292	8.1535	15.0041	-0.0004	-0.0032	0.0019
Si	27.2196	10.8704	14.9965	-0.0003	-0.0031	0.0015
Si	29.9313	13.5955	15.0133	0.0014	0.0017	0.0019
Si	1.3521	14.9544	16.3808	0.0022	-0.0043	0.0046
Si	4.0592	1.3518	16.3577	0.0035	-0.0028	-0.0001
Si	1.3449	4.074	16.3729	-0.0021	0.0003	0.0018
Si	4.0546	6.796	16.3449	-0.002	0.0036	-0.0004
Si	1.35	9.5184	16.3664	0.0018	-0.0054	0.0017
Si	4.0656	12.2408	16.3525	-0.0009	-0.0058	0.0027
Si	6.7848	14.9617	16.3218	-0.0045	-0.0043	0.001
Si	9.502	1.3575	16.2936	0.0025	0.0015	0.0014
Si	6.7778	4.0756	16.3225	0	-0.0016	0.002
Si	9.4978	6.8008	16.294	-0.0041	0.0027	0.0022
Si	6.775	9.52	16.3221	0.0002	-0.0016	0.0037
Si	9.5008	12.2438	16.2846	-0.001	0.0029	0.0007
Si	12.2287	14.9646	16.2615	0.0014	-0.0048	-0.0002
Si	14.9557	1.3637	16.2563	-0.0006	0.0006	-0.0033
Si	12.2273	4.0809	16.2786	-0.0003	0.0001	0.0038
Si	14.9572	6.8017	16.2693	0.0045	-0.0063	-0.0018
Si	12.2271	9.5231	16.2731	0.003	0.0004	0.0022
Si	14.9595	12.243	16.2583	0.0053	-0.0059	-0.0013
Si	17.6871	14.9634	16.2681	0.003	0.0043	-0.0008
Si	20.4157	1.361	16.2851	-0.0025	0.0054	-0.0015
Si	17.6849	4.0823	16.2658	-0.004	0.0045	-0.002
Si	20.4207	6.8023	16.285	-0.0028	0.0016	-0.0026
Si	17.6864	9.5256	16.2784	0.0012	-0.0028	-0.0002
Si	20.4159	12.2465	16.292	-0.0029	0.0083	-0.0028
Si	23.1389	14.9637	16.3192	-0.0075	0.008	-0.0016
Si	25.8558	1.3577	16.347	-0.0005	0.0126	-0.0002
Si	23.1484	4.0783	16.319	0.0027	-0.003	0.003
Si	25.8694	6.7987	16.3482	-0.0016	-0.0003	0.0041
Si	23.1479	9.5225	16.3109	0.0001	0.0045	-0.0012
Si	25.8645	12.2414	16.3419	-0.0015	0.0007	0
Si	28.5758	14.9612	16.3704	-0.0013	-0.0001	0.0011
Si	-1.358	1.3582	16.3803	0.0003	-0.0047	0.0022
Si	28.5727	4.0769	16.3649	-0.0023	0.0019	0.0008
Si	-1.3607	6.7947	16.3757	0.0006	0.0011	0.0016
Si	28.5786	9.514	16.3679	0.0035	-0.0002	0.0024
Si	-1.3545	12.2375	16.3856	0.0005	-0.0088	0.0037
Si	2.7023	-0.0001	17.7441	0.0023	0.0037	0.0032
Si	5.4181	2.7214	17.7004	-0.0012	0.0024	0.0011
Si	2.6979	5.4415	17.7267	-0.0015	0.0022	-0.0051
Si	5.4069	8.1649	17.6928	-0.0047	-0.0126	-0.0058
Si	2.7018	10.8856	17.7238	0.0032	-0.0029	-0.0032
Si	5.4249	13.6115	17.6989	0.007	0.0075	-0.0041
Si	8.1444	0.0064	17.6703	0.003	-0.001	0.0033
Si	10.8666	2.7173	17.6385	-0.0011	0.0022	0.0046
Si	8.1375	5.4436	17.6642	-0.0031	0.002	0.0015
Si	10.855	8.1733	17.634	0.0006	-0.0057	0.0004
Si	8.1348	10.8979	17.657	0.0003	-0.0001	-0.0027
Si	10.8654	13.6122	17.6223	0.0002	0.0006	-0.0045
Si	13.5878	0.0102	17.608	0.0048	0.0041	-0.0065
Si	16.3223	2.7168	17.6096	0.0002	0.0003	-0.0037
Si	13.5934	5.4432	17.6248	0.0036	0.0095	0.0005
Si	16.3187	8.164	17.6248	-0.0021	0.0006	-0.0012
Si	13.5974	10.8883	17.614	0.0014	0.0054	-0.0039
Si	16.3177	13.6061	17.612	-0.0046	-0.0063	0.0006
Si	19.0538	-0.0026	17.6277	-0.0028	-0.0051	-0.0031
Si	21.7834	2.7092	17.6532	-0.0072	-0.0076	-0.001
Si	19.053	5.4395	17.6208	0.0014	0.0027	-0.0075
Si	21.7937	8.1508	17.6488	-0.0011	0.0039	-0.0012
Si	19.0517	10.8872	17.6358	-0.0026	-0.0059	0.0035
Si	21.778	13.5999	17.6626	-0.0027	-0.0038	0.0006
Si	24.5011	-0.0095	17.6982	-0.0061	-0.0062	0.0019
Si	27.216	2.7119	17.7193	0.0011	-0.0035	-0.0019
Si	24.5184	5.4258	17.6944	-0.0002	0.0034	0.0039
Si	27.232	8.147	17.7297	-0.001	0.004	0.0023
Si	24.5097	10.8732	17.6861	0.0008	-0.0012	0.0006
Si	27.2201	13.5928	17.7215	0.0014	-0.0015	0.0018
Si	29.9292	-0.0028	17.7489	0.0059	0.0124	0.0007
Si	-0.0104	2.7187	17.7544	0.0021	0.0012	-0.0016
Si	29.9256	5.4306	17.7431	-0.0044	-0.0062	-0.0017
Si	-0.0088	8.16	17.7378	-0.0023	0.0012	0
Si	29.9312	10.8673	17.7463	-0.0027	-0.0044	0.0005
Si	-0.0031	13.5967	17.7594	0.0002	0.0068	0.005
Si	1.3394	1.3536	19.1233	-0.0016	-0.0017	0.0042
Si	4.0507	4.0677	19.0757	0.0007	0.0001	0.0031
Si	1.336	6.7946	19.1022	-0.005	0.0037	0.0001
Si	4.0557	9.5208	19.0757	-0.0023	-0.0036	0.0017
Si	1.3462	12.2199	19.1205	0.0113	-0.012	0.0025
Si	4.0635	14.9453	19.0899	0.0114	-0.0058	0.0006
Si	6.7765	1.3505	19.0451	-0.004	0.0058	0.0038
Si	9.5015	4.0696	18.9988	0.0026	0.0011	0.0002
Si	6.7611	6.7877	19.0302	0.0007	0.0049	0.0016
Si	9.4915	9.5333	18.9977	-0.0084	0.0049	0.0103
Si	6.7911	12.2532	19.0444	-0.0072	0.0008	0.0036
Si	9.5203	14.9628	19.0052	0.0077	-0.0153	0.004
Si	12.2283	1.3495	18.9848	0.0005	-0.0045	0.0001
Si	14.953	4.0626	18.9628	0.0135	-0.0003	0.006
Si	12.2253	6.8114	18.9689	-0.0042	-0.0013	0.0044
Si	14.9555	9.5324	18.9726	-0.0018	-0.0043	-0.0019
Si	12.2353	12.2555	18.9585	0.005	-0.0118	-0.0051
Si	14.9526	14.9762	18.9515	-0.0104	0.0107	-0.0029
Si	17.6892	1.3629	18.9646	-0.0005	-0.0019	0.0017
Si	20.4199	4.0866	18.9771	-0.008	0.0127	-0.0017
Si	17.6896	6.7995	18.9662	0.0065	-0.0042	-0.0006
Si	20.4353	9.529	18.9757	0.0049	-0.0042	0.0018
Si	17.6812	12.2589	18.9736	-0.0028	0.0152	0.0096
Si	20.4143	14.9725	19.0016	-0.0067	0.0094	0.0003
Si	23.1392	1.363	19.0375	-0.0055	0.0099	0.0065
Si	25.8785	4.0805	19.0851	0.0085	-0.0112	0.0068
Si	23.1585	6.8012	19.0242	0.0055	-0.0003	0.005
Si	25.8712	9.524	19.0645	-0.0097	0.0124	0.0033
Si	23.1561	12.2538	19.0223	-0.01	0.0001	-0.0039
Si	25.8644	14.9588	19.0747	0.0036	0.0038	0.002
Si	28.5641	1.361	19.1033	-0.0123	0.0058	0
Si	-1.3754	4.0706	19.1278	-0.0041	0.009	0.0006
Si	28.5828	6.7896	19.1195	0.007	-0.0029	0.0056
Si	-1.3611	9.5041	19.1261	0.0064	-0.0033	0.0015
Si	28.5746	12.2361	19.0986	0.004	-0.0052	-0.0007
Si	-1.3602	14.9605	19.1295	-0.0092	-0.0028	0.0106
Si	-0.0174	0.0044	20.5147	0.005	0.006	0.0024
Si	2.6994	2.7239	20.474	-0.0001	0.0098	-0.002
Si	-0.0249	5.4436	20.4869	0.0103	0.0003	0.0028
Si	2.6875	8.1693	20.4513	0.009	-0.0001	-0.0007
Si	-0.0137	10.8609	20.5039	-0.0049	-0.0069	0.0024
Si	2.7115	13.5816	20.472	-0.004	-0.0011	0.0026
Si	5.4256	-0.0039	20.4332	-0.0001	-0.0009	0.0058
Si	8.149	2.7142	20.3784	0.0031	-0.0009	0.0086
Si	5.4133	5.4274	20.4191	-0.0001	0.0108	-0.003
Si	8.1124	8.1776	20.3502	-0.0007	-0.0053	-0.0029
Si	5.4236	10.8994	20.4075	0.0064	0.0037	0.0013
Si	8.1738	13.6146	20.384	0.0013	0.0114	-0.0014
Si	10.8806	-0.005	20.3661	0.005	0.0003	0.0003
Si	13.5979	2.7001	20.3286	-0.0008	-0.005	0.0049
Si	10.8769	5.4379	20.3197	-0.0051	0.0046	0.004
Si	13.5727	8.1857	20.3187	0.0021	0.0034	0.0032
Si	10.8742	10.9077	20.3167	0.0094	0.0221	0.0074
Si	13.577	13.6383	20.3026	-0.0063	-0.0114	0.0035
Si	16.3152	0.0079	20.3047	-0.0029	-0.0067	0.0029
Si	19.06	2.7204	20.3102	0.0074	0.0012	0.0071
Si	16.3246	5.4202	20.2966	-0.0104	0.0031	0.0015
Si	19.0668	8.1668	20.3006	0.0023	0.0035	-0.0008
Si	16.3113	10.9071	20.3198	-0.0064	-0.0115	0.0051
Si	19.034	13.6228	20.3377	-0.008	-0.0019	0.0031
Si	21.7765	-0.0039	20.3815	-0.0053	-0.006	0.0082
Si	24.5043	2.7119	20.4123	-0.0065	-0.0047	0.0011
Si	21.7861	5.4307	20.3446	-0.0058	-0.0124	0.002
Si	24.5258	8.1442	20.4044	0.0041	0.0031	0.0055
Si	21.7998	10.879	20.3451	0.0032	0.0022	0.0025
Si	24.5068	13.5931	20.4213	-0.0027	-0.0047	0.0109
Si	27.2157	-0.0098	20.4599	0.0095	0.0004	-0.0027
Si	29.8959	2.7161	20.5008	0.0039	-0.0054	0.0066
Si	27.238	5.4216	20.4893	0.0007	0.0056	0.005
Si	29.9389	8.1353	20.5099	-0.0094	-0.0097	-0.0019
Si	27.2152	10.8781	20.4565	0.0043	-0.0062	0.009
Si	29.9187	13.5887	20.4858	0.0071	-0.0011	0.003
O	24.82	6.8694	37.3263	-0.3162	-0.1965	-0.3646
O	2.5437	12.6396	29.7264	0.2822	-0.011	0.105
O	27.1793	2.7978	27.722	0.2123	0.1394	0.1905
O	8.4615	7.4295	30.5278	-0.2444	0.2732	0.1861
O	0.1828	4.6509	37.5423	-0.2033	0.5007	-0.0331
O	5.5043	8.0966	27.5075	-0.1469	0.0737	0.453
O	27.7809	1.1486	35.9408	-0.323	-0.0346	0.1963
O	-1.7899	6.5085	28.7063	0.0803	0.108	0.5647
O	29.2962	-0.7893	35.2649	-0.107	0.1374	-0.2116
O	10.9733	2.8523	27.5081	-0.1969	-0.1651	0.5592
O	2.8231	0.1021	27.4869	0.0262	0.0283	0.3819
O	10.404	6.0225	35.7312	-0.3773	0.1739	0.0451
O	13.2671	11.8634	32.4892	0.2238	0.4405	0.2252
O	8.2497	5.4738	27.4037	0.1793	-0.0671	0.4471
O	6.8969	9.8278	28.6574	-0.3374	-0.2395	0.3684
O	9.9974	7.0704	28.3818	0.5217	0.047	0.2314
O	22.4736	6.5761	29.7042	0.6512	0.1651	-0.0551
O	8.5585	11.7491	28.3905	-0.4763	0.4394	0.0861
O	9.5509	-2.0821	29.8562	-0.1855	-0.299	0.1876
O	18.891	2.5567	30.1203	0.2347	0.0696	0.1757
O	27.3354	7.1592	30.9881	0.3982	0.5588	-0.2011
O	19.6388	11.8444	28.0519	-0.6435	-0.4085	-0.0229
O	21.2964	1.7591	30.9644	-0.1025	0.3033	0.3665
O	17.8146	9.4414	28.3731	0.6446	0.2397	0.3152
O	22.3616	4.1535	28.5769	-0.4266	-0.4986	0.0451
O	15.3839	1.7867	28.4637	0.496	0.1945	0.1912
O	7.201	2.7503	35.433	-0.4197	0.2721	-0.2781
O	25.1272	5.911	31.1073	-0.095	0.0928	0.1863
O	23.2219	-1.0218	28.509	0.1947	0.4671	-0.0364
O	27.9746	-1.9942	28.6622	0.3128	-0.0229	0.1922
O	23.7054	-0.8404	34.5706	0.4627	0.2015	0.2664
O	18.8884	11.8535	30.6228	-0.1742	-0.4023	0.172
O	17.6922	13.6026	38.0537	-0.3515	-0.5221	0.0414
O	19.0667	0.1059	27.2573	-0.012	0.2882	0.2654
O	0.2557	2.7706	28.0351	-0.0225	-0.132	-0.1319
O	27.9884	9.4883	28.8291	-0.3281	-0.5838	0.0434
O	7.2548	-1.3159	28.7819	0.0935	0.0807	0.2454
O	1.182	9.3393	37.6102	-0.2575	0.1323	-0.1132
O	14.7212	13.7106	34.8713	0.7237	-0.3183	-0.4105
O	12.1331	9.0359	28.3677	-0.3827	-0.1586	0.1044
O	5.3153	11.5602	35.4644	0.0216	-0.2074	0.0978
O	7.3361	13.6142	38.1913	-0.126	0.0762	-0.2906
O	8.2535	2.0245	37.7147	0.0556	0.2212	-0.3084
O	2.9443	7.3976	37.5556	-0.3051	-0.19	-0.5393
O	8.491	7.3896	37.6	0.212	0.1599	0.0869
O	10.7641	5.6545	33.1012	-0.4478	0.0149	-0.106
O	13.623	0.1132	27.5899	0.1879	-0.1069	0.5819
O	12.7977	8.2127	38.3516	-0.1365	-0.1032	-0.5547
O	5.4428	-0.9957	37.2905	0.2063	-0.2963	-0.4999
O	-0.7265	10.8396	38.653	-0.1811	-0.1085	-0.2289
O	11.8445	-1.3917	37.4253	0.1771	-0.1455	0.0457
O	3.38	12.2553	37.2553	-0.1415	0.3488	-0.2157
O	-1.6912	1.5119	28.8996	-0.5056	-0.0509	0.5491
O	15.2668	8.4639	35.4553	-0.1396	0.4886	0.2537
O	2.4472	3.7471	28.6989	0.046	0.4596	0.3915
O	14.6254	1.2284	37.4273	-0.4129	0.0432	-0.4347
O	21.939	-1.0427	37.6198	0.3097	0.1532	-0.259
O	1.328	0.3064	31.9022	-0.009	-0.3394	0.5572
O	27.7975	10.3145	37.8383	-0.0085	0.6411	-0.0149
O	3.1332	9.8049	33.0494	0.3597	-0.1798	0.4609
O	25.9832	12.6348	28.614	-0.1202	-0.0152	0.3772
O	3.4286	10.1296	30.4503	0.5418	-0.1406	0.0773
O	9.4162	9.4816	29.2752	0.2588	0.2973	-0.3962
O	4.8936	7.2768	34.0056	-0.2411	0.7062	0.2805
O	6.2611	5.9511	30.4427	-0.3107	0.0654	0.344
O	10.3031	10.6207	35.2198	0.0298	0.4468	-0.2557
O	16.3838	12.6294	30.904	-0.1233	0.1928	0.081
O	26.0194	6.9995	28.7505	0.0736	0.1197	-0.0551
O	13.7332	3.0566	30.1269	-0.2187	-0.1168	0.1073
O	17.1267	3.9287	37.3228	-0.1623	0.4695	-0.2899
O	21.974	12.2176	32.168	-0.4377	0.11	-0.0275
O	28.2229	-1.0708	37.5272	0.2809	-0.6087	-0.2415
O	14.6351	9.6358	33.1665	0.0951	0.2259	-0.6476
O	23.7429	-2.6521	38.5287	-0.0758	0.1006	-0.3984
O	2.3771	2.0307	34.1794	-0.1872	0.2372	-0.2289
O	-2.3061	12.5449	37.6285	-0.4201	0.5908	-0.2394
O	26.9398	11.3486	35.6051	0.4812	0.3174	-0.2243
O	6.3467	4.1814	28.4607	-0.0143	-0.1929	0.4785
O	25.9374	9.0609	36.6253	0.1355	0.0025	-0.0376
O	-2.4425	12.9795	35.1076	-0.2893	-0.0854	-0.1543
O	5.4841	13.4758	27.6616	-0.1816	-0.0691	0.3652
O	10.7072	9.7595	37.6289	0.0534	0.1367	-0.2222
O	21.0857	5.2299	38.4921	0.2069	-0.1442	-0.3557
O	18.68	2.6954	38.8004	0.0294	0.191	0.0237
O	16.0301	-0.6999	38.1612	-0.6309	-0.1515	-0.105
O	0.3672	3.1981	35.4298	-0.0876	-0.1088	0.1906
O	22.4083	0.9549	33.1872	-0.2255	0.3945	0.0741
O	6.2866	5.0705	34.2697	-0.0646	-0.1935	0.2821
O	12.946	2.6554	38.6682	-0.2257	-0.1788	-0.3103
O	11.3419	3.0925	32.639	0.0358	-0.0638	0.1958
O	-2.6744	0.9393	37.3414	0.4493	0.0075	-0.1574
O	1.8463	11.8844	32.1387	0.179	0.081	-0.6224
O	-2.1007	-2.1142	30.5059	-0.4304	-0.1484	-0.3738
O	23.9605	1.4525	31.121	-0.0644	0.2505	0.3508
O	18.9991	5.4775	34.9787	0.3816	-0.0921	-0.2609
O	-0.9553	12.642	28.7502	0.1956	0.0223	0.0376
O	24.7054	13.7454	32.7798	-0.3116	-0.1619	-0.1125
O	21.2217	-0.0983	35.2948	-0.297	-0.0425	-0.4169
O	22.6478	8.9867	28.582	0.0116	-0.0354	0.255
O	11.6232	4.2618	37.3063	0.5965	0.0414	-0.6163
O	24.2353	3.8475	35.7039	-0.2191	0.7277	0.2641
O	9.0369	1.0326	35.0336	0.2266	-0.1732	0.4792
O	17.3725	3.8383	28.3559	-0.2924	-0.1121	0.1193
O	9.6626	3.5479	35.7061	0.3145	-0.2415	0.0796
O	16.9669	4.1824	33.5597	-0.2815	0.3865	-0.3267
O	22.5365	3.2996	37.5737	-0.4518	-0.0392	-0.4022
O	18.2495	-1.9462	31.2588	0.0573	0.4923	0.3895
O	4.6189	5.577	38.4295	-0.0656	-0.0866	-0.5225
O	20.197	13.8652	29.6456	0.4628	0.2369	0.0007
O	-2.5052	-1.7676	33.028	-0.1745	-0.4291	0.0947
O	24.951	8.4122	30.6848	-0.4798	-0.1829	-0.0784
O	15.7644	-0.3341	35.5932	0.4985	-0.0483	-0.3054
O	6.803	10.9119	33.3059	-0.3448	-0.378	0.1098
O	13.774	10.7853	27.3989	-0.0412	0.0061	0.2524
O	23.044	4.3875	31.1104	-0.2324	-0.4029	0.419
O	21.6378	13.5016	27.3666	0.094	-0.1223	0.1953
O	12.6834	6.6493	34.5924	0.0317	0.5379	0.571
O	2.2341	11.8158	34.7108	0.0706	-0.032	0.2332
O	12.0328	9.8382	33.4762	0.0391	-0.4514	-0.1815
O	13.215	5.0303	32.6196	0.1104	-0.3256	-0.2866
O	10.4562	0.5213	32.9949	0.08	-0.2616	-0.3371
O	17.8708	-1.5836	28.6708	-0.2302	-0.275	0.117
O	-2.2137	6.2694	37.5788	0.1595	-0.2184	-0.0997
O	8.2718	9.626	36.3916	-0.4322	0.1132	-0.1394
O	1.4646	-2.0589	35.5098	0.4869	0.0599	-0.057
O	14.6536	4.729	34.6127	0.2165	-0.1426	0.4104
O	24.4215	10.9879	35.2958	-0.0448	-0.0107	0.1057
O	1.8302	-2.6006	38.5506	0.0154	-0.0968	-0.1157
O	26.7541	13.5322	30.977	0.1446	-0.004	0.3294
O	25.3575	11.9519	37.5356	0.4364	-0.1492	-0.0419
O	20.5198	7.4997	28.2534	-0.1567	0.2636	0.1851
O	6.4284	3.5052	32.1215	-0.1012	-0.155	-0.5168
O	6.4765	4.0058	37.5943	0.2783	0.1727	-0.2053
O	12.2379	13.265	35.5195	-0.4808	-0.4903	-0.0256
O	21.3336	10.6837	38.3734	-0.1043	-0.0808	-0.2927
O	24.3372	10.8339	27.7003	0.0908	-0.1677	0.3636
O	28.4581	3.4456	34.7192	0.5453	-0.1052	-0.0279
O	28.0385	5.3462	32.914	0.0564	-0.3515	-0.271
O	8.4414	0.1123	30.6798	-0.3328	0.1805	0.5374
O	2.4188	6.5653	33.3818	-0.1468	-0.0957	-0.0268
O	-0.1623	1.766	33.3877	-0.6572	0.0503	0.1387
O	4.3565	12.0926	33.1173	-0.0031	0.478	-0.2415
O	29.9881	10.8358	27.7652	0.0856	-0.1614	0.48
O	12.8393	0.9887	32.2875	-0.1119	-0.4381	-0.1223
O	23.8477	10.8158	30.84	-0.0251	0.0117	-0.3248
O	9.3634	5.0814	37.9884	-0.2361	-0.5114	-0.0198
O	3.364	0.67	37.5923	-0.4378	-0.2192	-0.0966
O	16.861	8.7395	37.5655	0.268	0.1407	-0.448
O	4.4143	0.5132	35.1892	0.3514	-0.4437	-0.1058
O	1.3571	-1.6849	28.5105	-0.2358	0.0514	0.0744
O	0.0873	-0.9609	37.541	-0.5125	0.419	-0.0669
O	17.0525	8.5908	33.4981	-0.1249	0.0344	-0.5778
O	26.5696	-0.7764	32.6441	0.1555	0.0802	0.4116
O	-1.2946	0.1452	31.6556	0.0258	0.1974	0.0695
O	25.4582	3.439	30.5714	0.6006	0.3233	-0.4127
O	6.476	13.4409	33.8097	-0.2233	0.4013	0.5361
O	4.3794	6.0269	28.586	-0.3566	-0.0236	0.2817
O	15.0304	0.8967	30.948	0.0052	-0.6205	-0.1008
O	11.741	4.7528	30.6338	-0.7229	-0.131	-0.2643
O	10.0665	0.1816	38.4006	0.0822	0.2532	-0.3787
O	5.726	1.554	37.2509	0.0272	0.0873	0.6191
O	7.1508	7.4138	35.3441	0.0602	-0.1347	-0.1324
O	28.9691	4.6279	28.4358	-0.1091	0.2224	0.2767
O	16.3299	3.069	30.5528	0.0782	-0.0671	0.4697
O	5.3103	10.8862	38.0453	0.1529	0.4467	0.2954
O	3.5839	9.7444	36.4601	0.1593	-0.1362	-0.3209
O	-0.8055	11.9304	31.3052	-0.1445	-0.6138	0.1804
O	29.2045	8.2648	38.564	0.0184	-0.0679	-0.1538
O	3.8811	7.7229	31.5988	0.4395	-0.0008	-0.6835
O	14.2957	5.6242	30.2113	0.1066	-0.243	0.2397
O	3.0114	1.6477	30.3984	-0.0241	0.0473	-0.0472
O	24.8099	2.0659	37.6599	0.3238	0.0367	-0.2604
O	24.8965	-1.0926	30.5748	0.1524	0.3026	-0.4112
O	13.7723	11.2262	35.0107	0.0496	-0.367	0.5218
O	26.6984	5.1629	38.3482	0.0299	-0.1391	-0.5206
O	28.264	11.9059	29.7355	0.4502	0.2016	0.0633
O	26.3854	5.0422	34.8789	-0.0079	0.4016	0.0405
O	3.8635	0.5457	32.6046	0.5886	-0.464	0.0684
O	16.2298	8.1659	26.96	-0.0067	-0.1081	-0.0161
O	29.4831	5.6252	30.771	0.0621	-0.118	0.2844
O	1.0159	5.7813	35.3396	0.4814	-0.1112	0.1423
O	8.7023	2.987	33.2799	0.2452	0.1219	0.0291
O	26.0549	2.447	34.4492	-0.2344	-0.5503	-0.2475
O	19.5888	9.1754	32.8695	0.6614	0.2401	0.1787
O	4.39	5.161	32.5444	-0.063	-0.1456	-0.5008
O	11.7081	12.9806	30.5943	-0.0013	0.1568	0.5477
O	0.0111	2.2453	30.7482	0.4102	0.4096	0.0902
O	14.3092	6.9025	28.0661	-0.5914	-0.3524	-0.0837
O	-1.245	8.7196	31.5179	0.0937	0.0072	-0.7596
O	22.3696	10.3855	33.9822	-0.2294	-0.5379	0.1667
O	2.9486	-1.1238	30.601	0.2658	-0.1968	0.1137
O	8.468	-1.1473	33.5697	-0.0028	-0.0158	0.0347
O	9.3643	10.0419	32.8542	-0.1301	-0.4561	-0.1441
O	18.2062	13.0557	35.4892	-0.5518	0.2674	-0.3048
O	0.0573	12.838	33.6858	-0.5026	0.539	-0.2982
O	15.6092	10.8389	38.409	0.2149	-0.109	-0.4145
O	18.9989	5.5794	27.4079	-0.107	-0.0889	0.4303
O	29.72	-0.2351	27.6888	0.302	-0.1831	0.5012
O	20.3336	12.1265	34.2068	0.2162	0.2048	0.0214
O	25.2989	1.3949	28.817	-0.5144	-0.5788	0.1348
O	1.8125	8.2558	35.3384	-0.0369	0.2159	-0.3026
O	14.0467	12.0067	30.007	-0.2144	0.1861	-0.0677
O	28.7752	3.0614	38.4019	0.171	0.2689	-0.3825
O	24.3903	5.3975	27.5922	0.0356	-0.1296	0.3913
O	0.0205	8.2632	27.8578	0.2182	-0.1726	0.5832
O	19.0484	8.0863	35.1831	0.5813	0.0721	0.384
O	-2.0263	7.8524	35.4999	0.3885	0.1842	-0.264
O	29.0546	9.8643	31.2027	0.3151	0.269	0.1828
O	20.9312	8.5484	30.616	0.3991	0.5586	0.4574
O	14.9334	7.0125	33.2789	0.3926	-0.1454	-0.2544
O	18.3205	10.5347	34.7563	-0.3136	0.054	0.6871
O	18.5543	2.9649	35.2066	0.2158	-0.2557	0.0321
O	18.078	4.978	30.6784	-0.4673	0.534	0.0019
O	4.0269	11.2933	28.1912	0.1088	-0.5298	0.2343
O	-2.0669	10.476	36.0102	0.0248	-0.121	-0.0525
O	22.7677	13.0358	34.466	-0.0936	0.2133	0.286
O	11.9269	-1.3517	28.7961	0.1533	0.3908	0.6269
O	0.8499	0.6048	35.6199	0.0072	0.1279	0.4487
O	-1.3758	4.0991	29.6146	0.1998	0.2615	0.1843
O	9.215	1.233	28.5069	-0.3675	-0.3063	-0.0877
O	26.688	1.2439	31.0373	0.2446	-0.0086	-0.0812
O	7.3257	-2.0832	31.3615	-0.6431	-0.2404	-0.1891
O	20.7254	1.6987	28.4193	0.3894	0.1747	-0.011
O	8.7279	12.5976	32.7924	0.794	-0.1092	0.0838
O	14.897	2.4154	33.1023	-0.1765	0.2808	0.0133
O	21.4469	11.4646	29.8097	0.0949	-0.491	-0.3257
O	28.3418	9.1257	35.5165	-0.1983	-0.2513	-0.127
O	4.4453	2.0153	28.2944	0.4773	-0.12	0.3094
O	19.3813	6.7632	37.3437	0.085	0.0918	-0.0358
O	18.2643	8.7248	30.7503	-0.2314	0.078	-0.0548
O	13.7065	8.2115	30.3116	0.1457	0.2368	0.371
O	29.3077	7.5516	32.5538	0.0725	0.0764	0.2218
O	-2.5615	9.7132	33.6175	0.1386	0.4566	0.0259
O	24.669	4.1725	33.0677	-0.4585	-0.1544	-0.0383
O	1.6205	10.3105	28.6059	-0.1612	0.1719	0.3597
O	12.1426	10.3677	30.6475	-0.1957	-0.2071	0.0206
O	14.1025	12.604	37.266	-0.3101	0.1727	0.0545
O	14.8803	6.8756	37.5484	-0.2188	-0.3655	-0.4229
O	17.9517	12.4317	33.0115	-0.3875	0.0156	0.1306
O	14.8281	-0.3574	33.2424	0.0715	-0.3964	-0.461
O	1.8589	2.7331	38.3472	0.0828	0.0791	-0.488
O	15.8489	12.2069	28.2856	0.3507	0.3441	0.2289
O	9.1801	11.8974	37.3255	0.3476	0.2877	-0.3146
O	13.1163	-0.5914	35.2478	-0.0446	0.474	-0.0765
O	22.3877	-0.6311	31.0218	-0.3727	-0.3922	0.1203
O	8.4581	2.6731	30.6425	-0.1628	0.4023	-0.3118
O	16.1815	7.6046	29.773	0.0781	-0.3665	0.1727
O	11.1033	7.9797	30.539	0.2369	-0.4504	0.6835
O	6.2114	8.5353	37.5741	-0.2689	-0.4252	-0.2302
O	17.0299	6.6313	36.0953	-0.1489	-0.3844	-0.3591
O	15.9514	2.6429	35.3955	-0.5017	-0.4618	0.0822
O	20.6243	4.8412	30.4632	-0.3545	-0.4183	-0.2291
O	19.5539	6.7329	31.9576	-0.1419	0.0185	0.2782
O	25.2342	13.4657	35.3328	0.3295	0.5	0.1064
O	-0.8832	-1.2057	35.0617	0.1629	0.3477	-0.4066
O	19.4897	0.0508	30.1108	0.189	-0.0796	0.3005
O	10.3757	8.0622	34.2287	-0.591	-0.1907	0.1946
O	26.2724	0.1037	38.5783	-0.3309	-0.158	-0.4066
O	0.4947	13.9774	30.7057	-0.1615	0.5317	0.6914
O	26.4953	10.4101	30.9738	-0.1407	0.1623	0.315
O	4.7411	2.8174	33.8932	-0.1103	-0.0431	0.4906
O	10.5242	-1.1011	35.1246	-0.0624	-0.2968	0.0364
O	19.4374	-1.306	36.7443	-0.2101	0.2635	0.1419
O	16.0417	10.1949	30.0913	-0.3863	-0.0246	0.5636
O	12.779	4.6284	28.2594	0.3152	0.5189	0.0443
O	-0.087	12.2183	36.1624	0.1981	0.0062	0.3366
O	8.4683	5.0464	31.5992	0.6989	0.0011	-0.1245
O	20.3033	0.994	37.6017	0.3201	0.4564	-0.138
O	0.0993	7.6231	33.4968	-0.5856	-0.3274	-0.0461
O	10.8605	12.8275	28.0503	0.4297	-0.167	-0.2073
O	19.4578	4.2067	32.811	0.2858	-0.2878	-0.1084
O	23.1858	1.4875	35.687	0.1305	-0.0398	0.1037
O	-1.4355	5.1634	35.4447	-0.0576	-0.2861	-0.1931
O	7.1534	7.0227	32.7234	0.357	0.5631	-0.1016
O	28.1074	1.2621	33.3004	0.4701	-0.2164	0.0156
O	7.8788	10.9429	30.874	-0.4269	-0.0945	0.1572
O	28.7585	5.9886	35.4446	-0.1525	0.3998	0.2983
O	0.1319	10.2456	33.1053	-0.2108	-0.0028	0.6443
O	28.7991	-0.285	31.2914	-0.0109	-0.0031	-0.3733
O	24.7876	9.7038	32.996	0.3336	-0.2053	0.0497
O	23.8714	8.448	35.1942	-0.4199	-0.5034	-0.2371
O	17.3118	1.2671	36.9731	0.4904	-0.3147	0.1514
O	1.4113	8.6777	31.4036	-0.342	-0.2553	-0.3952
O	19.8968	12.4658	37.3669	0.443	-0.1399	-0.5084
O	10.78	1.4474	30.629	0.1982	-0.2191	-0.2974
O	23.4087	9.0535	37.695	0.0217	0.1348	-0.0919
O	23.2642	13.2772	30.1611	0.0704	-0.1799	-0.2312
O	4.4947	3.8978	30.1698	0.0775	0.083	0.7447

Results
total energy: -218733.739 eV
total energy less fixed offsets of O -438.35, Si -107.03 eV per atom: -15.019 eV
